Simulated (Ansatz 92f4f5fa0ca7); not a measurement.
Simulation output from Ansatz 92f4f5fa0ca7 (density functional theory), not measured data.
Periodic cell of 222 atoms, Si131O89B2, from a study of silicon, its oxide and their interface. The atomic structure is a simulated model.
Doubt: the cutoff is far below the 930 eV that the study's wrapper takes by default for these files, so forces and energies are approximate.
This geometry differs little from another in the collection (a relaxation step or a small displacement).

Settings
functional: PBE
potential files: Ansatz PAW
basis: plane waves
wave-function cutoff: 580 eV
density cutoff ratio: 5
exchange-correlation grid ratio: 1
k mesh: 1 x 1 x 1, Gamma-centred
self-consistency stop: 5e-08 eV per atom in the density residual
occupations: fixed
spin: none
net charge: 0

Cell vectors (angstrom)
a, 10.938, 0, 0
b, 0, 10.938, 0
c, 0, 0, 32.1988

Atoms: element, x, y, z (angstrom)
Si, 10.5875, 0.2298, 24.8583
Si, 5.7397, 10.6823, 24.7445
Si, 2.4776, 2.9195, 24.6359
Si, 8.4226, 2.4684, 24.8189
Si, 0.2734, 5.1706, 24.7469
Si, 5.1538, 5.7521, 24.6795
Si, 2.9342, 8.0094, 24.5909
Si, 7.9388, 8.439, 24.7314
Si, 1.3285, 1.3864, 26.0331
Si, 6.8447, 1.3155, 26.1163
Si, 4.0435, 4.1105, 25.9797
Si, 9.603, 4.0667, 26.077
Si, 1.3966, 6.8305, 25.9918
Si, 6.7656, 6.8544, 26.0215
Si, 4.0991, 9.5382, 25.993
Si, 9.4677, 9.5727, 26.1403
Si, 2.7262, -0.0051, 27.344
Si, 8.1616, -0.0147, 27.5492
Si, 0.0072, 2.7251, 27.4816
Si, 5.4384, 2.75, 27.3591
Si, 2.7272, 5.4716, 27.4196
Si, 8.183, 5.4749, 27.3541
Si, -0.0047, 8.1859, 27.3684
Si, 5.4355, 8.2024, 27.4426
Si, 4.0802, 1.3717, 28.7399
Si, 9.573, 1.3626, 28.8373
Si, 1.3636, 4.1183, 28.8043
Si, 6.8251, 4.1032, 28.7422
Si, 4.0902, 6.8241, 28.7971
Si, 9.558, 6.8287, 28.7481
Si, 1.3679, 9.5646, 28.7393
Si, 6.7841, 9.5533, 28.8456
Si, 0.0147, -0.0164, 30.1514
Si, 5.4375, 0.0225, 30.1564
Si, 2.7329, 2.7371, 30.143
Si, 8.1901, 2.7483, 30.1479
Si, -0.0133, 5.4791, 30.1475
Si, 5.4729, 5.4641, 30.1437
Si, 2.7245, 8.2073, 30.1407
Si, 8.2046, 8.1939, 30.1499
Si, 1.3673, 1.3673, 31.515
Si, 6.8362, 1.3673, 31.515
Si, 4.1018, 4.1018, 31.515
Si, 9.5708, 4.1018, 31.515
Si, 1.3673, 6.8362, 31.515
Si, 6.8362, 6.8362, 31.515
Si, 4.1018, 9.5708, 31.515
Si, 9.5708, 9.5708, 31.515
Si, 2.7345, 0, 0.6835
Si, 8.2035, 0, 0.6835
Si, 0, 2.7345, 0.6835
Si, 5.469, 2.7345, 0.6835
Si, 2.7345, 5.469, 0.6835
Si, 8.2035, 5.469, 0.6835
Si, 0, 8.2035, 0.6835
Si, 5.469, 8.2035, 0.6835
Si, 4.1093, 1.3644, 2.0528
Si, 9.551, 1.366, 2.0485
Si, 1.345, 4.1398, 2.027
Si, 6.8477, 4.089, 2.0559
Si, 4.089, 6.8466, 2.0482
Si, 9.5683, 6.8401, 2.0492
Si, 1.3711, 9.5601, 2.0542
Si, 6.8284, 9.586, 2.0452
Si, -0.0464, -0.0399, 3.3793
Si, 5.4786, 0.0007, 3.4498
Si, 2.7277, 2.7838, 3.3416
Si, 8.1787, 2.694, 3.4568
Si, -0.0062, 5.4845, 3.4398
Si, 5.482, 5.4865, 3.3765
Si, 2.7541, 8.2193, 3.4537
Si, 8.1923, 8.2134, 3.3874
Si, 1.3081, 1.4165, 4.6089
Si, 6.8314, 1.3163, 4.887
Si, 4.1294, 4.1152, 4.7163
Si, 9.5404, 4.0969, 4.7784
Si, 1.3788, 6.856, 4.8148
Si, 6.8049, 6.8855, 4.7441
Si, 4.1329, 9.5878, 4.8456
Si, 9.5386, 9.5357, 4.7942
Si, 2.7575, 0.1866, 5.9975
Si, 8.1759, -0.105, 6.2732
Si, -0.0343, 2.6902, 6.0862
Si, 5.3855, 2.6791, 6.1907
Si, 2.8013, 5.4862, 6.1189
Si, 8.1199, 5.4604, 6.0778
Si, 0.0041, 8.2143, 6.1897
Si, 5.5228, 8.2279, 6.2564
B, 3.6311, 1.8373, 6.8812
Si, 9.7671, 1.1199, 7.473
Si, 1.6544, 3.798, 7.2478
Si, 6.547, 4.3458, 7.4628
Si, 4.3736, 6.6219, 7.5161
Si, 9.3553, 6.917, 7.4462
Si, 1.1616, 9.9945, 7.2963
Si, 7.1541, 9.1963, 7.7513
O, 8.309, 8.0456, 8.0426
O, 2.8196, 2.6387, 7.6424
O, 9.5201, 1.3549, 24.2637
O, 4.0516, 6.8687, 24.1126
O, 0.0219, 0.0669, 7.9735
O, 5.4549, 5.468, 8.0145
O, 6.849, 9.5727, 24.1961
O, 1.3648, 4.06, 24.159
O, 3.8328, 7.3756, 8.9063
O, 1.0898, 4.3528, 8.6799
O, 9.8907, 6.0015, 8.7344
O, 2.1561, 9.4483, 8.4874
O, 7.3465, 3.7934, 8.7946
O, 6.6856, 9.5958, 9.2873
O, 9.008, 1.7244, 8.8114
O, 7.7063, 3.1488, 23.5096
O, 10.4994, 5.8482, 23.4359
O, 5.0975, 0.4462, 23.4094
O, 5.8632, 5.0935, 23.3481
O, 3.1043, 2.2106, 23.2711
O, 2.2951, 8.7242, 23.2244
O, 8.6177, 7.7568, 23.3919
O, 0.2355, 10.3527, 23.5763
Si, 4.3926, 1.5722, 22.4719
Si, 3.5177, 7.9212, 14.0265
Si, 7.1424, 0.9558, 14.6942
Si, 0.9461, 9.3621, 22.5182
Si, 1.2712, 4.2645, 11.8689
Si, 6.3015, 8.9587, 15.3117
Si, 0.6861, 1.3616, 12.2879
Si, 8.6374, 4.956, 20.5096
Si, 0.4347, 5.685, 9.3412
Si, 5.1322, 3.1328, 17.9903
Si, 0.9029, 3.756, 16.7412
Si, 10.4278, 2.8603, 19.2326
B, 5.6951, 1.2407, 10.9807
Si, 0.9034, 0.1836, 19.8446
Si, 6.6555, 9.5246, 10.9357
Si, 9.3598, 9.6827, 18.3207
Si, 9.4256, 9.2625, 12.5712
Si, 6.5721, 3.8461, 22.5765
Si, 2.4366, 8.1046, 9.348
Si, 10.6052, 7.3687, 17.0748
Si, 2.5305, 6.2933, 16.5838
Si, 10.238, 4.504, 14.1619
Si, 6.1569, 9.1912, 18.507
Si, 7.8205, 2.4871, 9.6365
Si, 8.8978, 2.1551, 12.4577
Si, 5.3552, 6.2488, 18.0787
Si, 3.9399, 0.5553, 19.4795
Si, 4.4041, 3.7554, 12.1266
Si, 5.5663, 6.5958, 12.157
Si, 8.0368, 2.5118, 17.2351
Si, 4.3971, 2.483, 15.0259
Si, 1.5587, 1.2231, 15.2552
Si, 1.6003, 9.4147, 12.0355
Si, 8.0932, 6.8606, 13.8621
Si, 10.4127, 9.8402, 15.488
Si, 9.8075, 7.0208, 22.55
Si, 8.122, 5.4869, 17.4044
O, 6.039, 8.016, 11.3603
O, 6.0339, 9.2045, 16.888
O, 7.6898, 1.4057, 13.2283
O, 0.9296, 1.7494, 13.8526
O, 9.4327, 6.2682, 16.8706
O, 6.7979, 6.2095, 13.1428
O, 5.1553, 4.6737, 18.6484
O, 9.256, 2.1672, 18.2837
O, 2.3851, 0.1039, 19.0764
O, 9.4381, 10.2352, 16.7616
O, 2.8889, 4.2381, 11.7207
O, 5.0834, 10.3266, 19.1002
O, 9.4705, 3.2622, 13.4706
O, 0.4811, 1.7746, 19.9583
O, 3.1721, 1.3851, 15.0883
O, 8.185, 5.3769, 19.0173
O, 3.9071, 6.5968, 17.4057
O, 4.6024, 3.2857, 16.4412
O, 9.1298, 5.6868, 14.2803
O, 5.4493, 2.7621, 22.1238
O, 10.7072, 4.175, 15.6711
O, 0.3602, 3.8805, 18.2771
O, 10.443, 10.5249, 19.213
O, 9.6781, 10.0331, 14.0311
O, 10.903, 8.1326, 22.0891
O, 1.1866, 2.1687, 16.5232
O, 9.7563, 3.7643, 20.4195
O, 8.1557, 4.0341, 16.6771
O, -0.0105, 9.1013, 11.9074
O, 6.6192, 2.4339, 18.0434
O, 5.682, 10.8347, 11.3983
O, 7.768, 9.6001, 18.8321
O, 10.0318, 1.0149, 12.0781
O, 1.2633, 7.039, 9.0157
O, 0.7001, 4.7419, 13.3319
O, 5.7278, 7.6316, 18.9818
O, 5.2907, 5.05, 11.5592
O, 2.7352, 7.002, 15.1298
O, 0.8801, 2.7309, 11.4347
O, 0.8911, 10.6907, 15.5456
O, 2.4233, 8.5925, 10.892
O, 4.9051, 2.2744, 11.5279
O, 4.3422, 3.5488, 13.7728
O, 2.2285, 4.6827, 16.4852
O, 10.734, 8.2526, 15.698
O, 6.9723, 10.2853, 14.6664
O, 2.3821, 8.9514, 13.4103
O, 8.0591, 1.518, 15.9348
O, 4.134, 6.9539, 12.8641
O, 4.2079, 2.0201, 18.7673
O, 7.3012, 4.4145, 21.2521
O, 8.3999, 2.9105, 11.1018
O, 1.1905, 6.8536, 17.3604
O, 5.6681, 1.5396, 14.8344
O, 8.1732, 9.7857, 11.5955
O, 9.2038, 6.2969, 21.2315
O, 8.9774, 7.735, 12.842
O, 1.666, 0.1203, 11.868
O, 6.6516, 6.142, 17.0638
O, 7.4402, 7.7987, 15.0473
O, 1.2265, 10.2957, 21.2187
O, 10.0514, 8.2037, 18.3544
O, 3.9559, 0.8295, 21.0949
O, 0.5008, 5.3559, 10.9218
O, 6.5259, 1.5317, 9.9096
O, 4.822, 8.689, 14.6583

Results
free energy: -134205.953 eV
free energy less fixed offsets of B -154.04, O -568.88, Si -635.61 eV per atom: -2.643 eV

Forces (eV/angstrom), in the order of the atoms: element, x, y, z
Si, -0.0016, 0.0061, -0.021
Si, -0.003, 0.0027, -0.0058
Si, -0.0011, -0.0003, -0.0203
Si, 0.0007, 0.0041, 0.0004
Si, -0.005, 0.0033, -0.0064
Si, 0.0041, 0.0009, -0.0178
Si, -0.0015, 0.0084, -0.0173
Si, 0.0001, 0.0008, -0.0178
Si, -0.004, 0.0021, 0.0064
Si, 0.011, -0.0049, 0.0074
Si, 0.0044, -0.0007, 0.0003
Si, 0.0065, -0.0074, 0.0011
Si, 0.0024, 0.0002, -0.0001
Si, -0.0001, 0, 0.0025
Si, 0.0035, -0.0016, 0.0007
Si, -0.0021, 0.0057, 0.0102
Si, 0.0028, -0.0002, 0.0057
Si, 0.0027, 0.0039, -0.0188
Si, -0.0083, -0.0037, -0.0197
Si, -0.0017, -0.0033, 0.0061
Si, -0.0038, -0.0032, -0.0051
Si, 0.0008, -0.002, 0.0056
Si, 0.0003, -0.0021, 0.0076
Si, 0.0044, 0.0056, -0.0112
Si, -0.002, 0.0013, -0.0009
Si, 0.0004, -0.0033, 0.0071
Si, 0.0055, -0.0034, 0.0111
Si, -0.0002, -0.0023, -0.0008
Si, -0.0002, -0.0051, 0.0139
Si, -0.0024, 0.001, -0.001
Si, 0.0001, -0.002, -0.0015
Si, -0.0004, -0.0064, 0.0082
Si, 0.0017, -0.0005, 0.0009
Si, -0.0085, 0.0123, -0.0014
Si, 0.005, -0.0055, -0.0045
Si, -0.0051, 0.0053, 0.0018
Si, -0.0044, 0.0036, 0.0015
Si, 0.0022, -0.0008, -0.0006
Si, -0.0028, 0.008, 0.0009
Si, 0.0067, -0.0042, 0.0022
Si, 0.0769, -0.0316, -0.0082
Si, -0.0667, 0.0686, -0.0436
Si, 0.0545, -0.0727, -0.0213
Si, -0.0818, 0.0557, -0.032
Si, -0.0591, 0.075, -0.0781
Si, 0.0224, -0.106, 0.0228
Si, -0.1606, 0.0209, -0.0175
Si, 0.0435, -0.0621, -0.0004
Si, 0.0056, -0.0424, 0.0955
Si, -0.0886, 0.0553, -0.1341
Si, -0.1292, -0.0093, 0.0167
Si, 0.0581, -0.0237, 0.042
Si, -0.0596, 0.1986, -0.1653
Si, 0.0768, -0.1086, 0.0655
Si, 0.0699, -0.0946, 0.0192
Si, -0.0387, 0.0607, -0.0094
Si, -0.0122, -0.0007, 0.0123
Si, 0.0042, 0.0019, -0.0216
Si, 0.0088, -0.0213, 0.0071
Si, 0.0022, -0.0197, -0.0086
Si, 0.0105, 0.0009, -0.0117
Si, 0.0004, -0.0061, 0.0159
Si, 0.0193, 0.0101, -0.007
Si, -0.0066, -0.0046, 0.0015
Si, -0.0294, 0.0431, -0.0128
Si, 0.0217, -0.0152, -0.0216
Si, -0.0141, 0.02, -0.0203
Si, 0.0113, -0.0141, -0.0097
Si, -0.0081, 0.0127, 0.0002
Si, -0.0388, 0.043, -0.0252
Si, 0.0222, -0.0155, -0.0085
Si, 0.0006, -0.0028, 0.0027
Si, 0.0578, -0.0617, 0.0407
Si, -0.0288, 0.0647, 0.0155
Si, 0.0446, -0.0694, 0.0447
Si, -0.0121, 0.0245, -0.0078
Si, -0.0155, 0.0049, 0.0039
Si, 0.0232, -0.003, 0.0325
Si, -0.0584, 0.0191, 0.0001
Si, -0.0073, -0.0085, 0.0269
Si, 0.0039, 0.156, 0.1308
Si, 0.0234, -0.0286, -0.0202
Si, -0.0653, -0.0579, -0.0308
Si, -0.1446, 0.0043, 0.1019
Si, 0.0354, 0.0542, -0.0467
Si, 0.0027, 0.0386, 0.0139
Si, -0.0214, -0.0188, 0.022
Si, 0.0134, -0.0096, 0.0046
B, -0.1621, 0.1668, -0.004
Si, 0.0022, -0.0049, 0.0368
Si, 0.227, -0.1934, 0.1309
Si, -0.0317, -0.0826, -0.039
Si, -0.0044, -0.0229, 0.024
Si, -0.0097, 0.0345, -0.0293
Si, 0.0495, 0.0311, -0.0477
Si, 0.0515, -0.0165, 0.0074
O, 0.0015, -0.0308, -0.0089
O, 0.0562, -0.0512, -0.2137
O, 0.0034, -0.003, 0.0081
O, 0.0012, -0.0016, 0.0213
O, -0.0204, -0.0024, 0.0082
O, -0.0074, 0.0442, 0.0149
O, 0.0015, -0.0026, 0.0128
O, 0.0042, 0.0006, 0.016
O, -0.0105, 0.0015, 0.014
O, -0.0081, 0.01, -0.1023
O, 0.0398, 0.0107, -0.011
O, 0.0065, -0.0392, 0.0386
O, 0.0149, 0.0001, 0.0248
O, -0.0038, -0.0079, -0.0249
O, 0.0198, 0, -0.0012
O, -0.0036, 0.0021, 0.0045
O, 0.0015, -0.0006, 0.007
O, 0.0005, 0.0031, 0.0054
O, -0.0029, 0.0039, 0.0128
O, -0.0011, 0.0026, 0.0141
O, 0.0029, -0.0027, 0.0098
O, 0.0014, -0.0001, 0.0116
O, 0.0004, -0.0031, 0.0169
Si, 0.0033, -0.0064, -0.0128
Si, 0.0031, 0.0056, 0.0104
Si, -0.0171, 0.0053, 0.0082
Si, -0.0003, 0.0022, -0.0117
Si, -0.0105, -0.0159, 0.0041
Si, -0.0005, 0.0028, 0.0115
Si, 0.0091, -0.0175, -0.001
Si, 0.0062, -0.0003, -0.0069
Si, -0.0234, 0.019, 0.0216
Si, 0.0045, -0.0029, 0.0033
Si, 0.0055, -0.0033, 0.0074
Si, 0.0029, -0.0018, -0.003
B, -0.071, 0.0474, 0.0762
Si, 0.0039, 0.0017, -0.0073
Si, -0.0031, 0.0061, 0.0077
Si, 0.0019, -0.0006, 0.0035
Si, 0.0008, 0.0027, 0.0107
Si, 0.0059, -0.0054, -0.0112
Si, -0.0048, 0.0391, 0.0025
Si, 0.0018, -0.0024, 0.0057
Si, 0.0036, -0.005, 0.0107
Si, -0.0012, -0.0039, 0.0158
Si, 0.0015, 0.0021, 0.0027
Si, 0.0077, 0.0154, -0.0196
Si, -0.0225, 0.0013, -0.0121
Si, 0.0064, -0.0002, 0.0008
Si, 0.0019, 0.002, -0.0077
Si, 0.017, -0.0144, -0.0048
Si, 0.0041, -0.0029, 0.0012
Si, 0.0022, 0.0042, 0.0079
Si, 0.0094, -0.0018, -0.0001
Si, 0.0072, 0.0011, 0.0089
Si, 0.0075, 0.0125, -0.0006
Si, 0.003, 0.0033, 0.0116
Si, 0.0041, 0.0016, 0.0148
Si, -0.0008, 0.0001, -0.0121
Si, 0.0017, 0.0006, 0.0042
O, 0.0037, -0.0047, 0.0021
O, 0.0042, -0.0013, -0.0095
O, 0.0091, 0.0025, -0.0046
O, 0.002, 0.0053, -0.0013
O, 0.0028, 0.0023, 0.0006
O, -0.002, 0.0028, 0.0001
O, 0.0022, 0.0004, 0.0046
O, 0.0021, -0.0011, 0.0018
O, 0.0024, -0.001, 0.0041
O, 0.004, 0.0001, -0.0039
O, -0.0199, 0.0129, 0.0088
O, 0.0044, -0.0024, 0.0046
O, -0.0005, 0.0007, -0.002
O, 0.0024, 0.0009, 0.0067
O, 0.0001, -0.0022, -0.0005
O, 0.0008, -0.0005, 0.002
O, -0.0023, 0.0012, 0.0001
O, -0.0015, 0.0012, -0.0022
O, 0.0043, 0.0031, -0.003
O, 0.0004, 0.0018, 0.0079
O, -0.0008, 0.0009, -0.0063
O, 0.0034, 0.002, -0.0006
O, 0.0016, -0.0003, 0.0029
O, 0.0005, -0.0003, -0.0044
O, 0.0017, 0.0004, 0.0073
O, 0.0016, -0.0005, 0.0004
O, 0.0017, 0.0004, 0.0064
O, 0.0028, 0.0015, 0.0023
O, 0.0011, -0.0013, -0.003
O, 0.0052, -0.0002, 0.0032
O, 0.0085, -0.0113, -0.0088
O, 0.0041, 0.0002, 0.0043
O, 0.0119, 0.0002, -0.0033
O, -0.0009, -0.0151, -0.0111
O, 0.0113, 0.0015, -0.0081
O, 0.0036, -0.0012, 0.0033
O, 0.0073, 0.0342, 0.0048
O, 0.0063, 0.0052, -0.0083
O, 0.0006, 0.0088, -0.0006
O, 0.0008, -0.0028, 0.0001
O, -0.0002, 0.0009, 0.0052
O, 0.0396, -0.0531, -0.0194
O, 0.0014, 0.0092, 0.0013
O, 0.0026, 0.0011, -0.0003
O, 0.0009, 0.003, -0.0017
O, 0.0082, -0.0031, 0.0007
O, 0.0002, -0.0006, -0.0009
O, 0.0046, -0.0057, -0.0066
O, 0.0041, -0.0085, -0.0067
O, 0.0025, 0.002, 0.0042
O, 0.0007, -0.0019, 0.0083
O, -0.0053, -0.0177, 0.0197
O, 0.0036, 0.002, 0.0016
O, 0.0119, -0.0055, 0.0034
O, 0.02, 0.0013, 0.0083
O, 0.0007, 0.0018, 0.0073
O, 0.0049, -0.0007, -0.0063
O, -0.0064, -0.0036, 0.0034
O, 0.0049, 0.0012, 0.0004
O, 0.0075, -0.0059, -0.0015
O, -0.0011, -0.0011, 0.009
O, 0.0038, 0.0001, 0.001
O, 0.0019, -0.0009, 0.0093
O, 0.0086, -0.003, -0.0076
O, 0.0259, -0.0304, -0.0154
O, -0.0001, -0.0012, 0.0014

The program warned: the cutoff lies below the one the program advises for these potential files; the forces do not sum to zero within the program's tolerance; the exchange-correlation potential is rough where the density is thin.
